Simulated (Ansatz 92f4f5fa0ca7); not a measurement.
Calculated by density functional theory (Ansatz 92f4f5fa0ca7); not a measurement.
Periodic cell of 192 atoms, Si128O64, from a study of silicon, its oxide and their interface. The atomic structure is a simulated model.
This geometry differs little from another in the collection (a relaxation step or a small displacement).

Settings
functional: r2SCAN
potential files: Ansatz PAW
basis: plane waves
wave-function cutoff: 800 eV
density cutoff ratio: 5
exchange-correlation grid ratio: 1
k mesh: 1 x 1 x 1, shifted by 0.5 0.5 0 of a step
self-consistency stop: 1e-10 eV per atom in the density residual
occupations: fixed
spin: none
net charge: 0

Cell vectors (angstrom)
a  10.888  0  0
b  0  10.888  0
c  0  0  28.4753

Atoms and the computed forces on them: element, x, y, z (angstrom), force x, y, z (eV/angstrom)
Si  0.495  -0.5881  0.1937  0.0008  -0.001  -0.0003
Si  4.1092  4.0398  1.4851  0.0008  0.0008  0
Si  -1.5763  4.0812  1.2897  -0.0005  -0.0005  -0.0006
Si  2.2343  8.6768  0.3377  0.0012  0.0009  0.0004
Si  5.5433  3.0637  -4.3506  -0.0017  -0.0001  0.0016
Si  10.1806  5.65  -0.1707  -0.0001  0.0057  -0.0022
Si  8.3452  8.196  0.3472  0.0068  -0.0061  -0.0046
Si  12.3614  5.6475  -4.4266  -0.0012  -0.0004  0.002
Si  1.3393  1.4036  1.1611  -0.0003  0.0004  0.0012
Si  5.49  5.1377  -0.0449  -0.0007  -0.0014  -0.0019
Si  1.457  6.8422  1.4959  -0.0001  0.0017  -0.0012
Si  4.0171  9.612  1.4545  0.0015  -0.0005  -0.0003
Si  6.767  1.36  1.3304  -0.0006  0.0003  0
Si  7.7819  2.9546  -0.084  -0.0006  0.0001  0.0006
Si  3.5601  4.5493  -2.3347  0.0001  0.0004  0.0017
Si  9.6416  9.5709  1.6292  0.0005  0  0.0013
Si  -0.0472  2.7588  2.5565  0.0006  -0.0004  -0.0008
Si  2.6351  0.1016  2.7498  0.0005  0  -0.0002
Si  -0.0007  8.0788  2.8996  0.0003  0.0002  0
Si  2.7734  5.4413  2.8012  -0.0004  -0.0007  -0.0004
Si  5.4543  2.6763  2.8094  0.0017  -0.0009  -0.001
Si  8.1646  0.0785  2.7502  0.0003  -0.0005  -0.0004
Si  5.3875  8.1808  2.7121  -0.0017  -0.0001  0.0003
Si  8.0129  5.474  2.6866  0.0004  0.001  -0.0007
Si  1.3175  4.0648  4.026  0.0001  -0.0001  -0.0004
Si  4.0418  1.3611  4.1384  -0.001  -0.0007  0.0001
Si  1.3598  9.5422  4.1324  0.0003  -0.0007  -0.0016
Si  4.0952  6.8303  4.1444  0.0017  -0.0002  -0.0001
Si  6.777  4.0919  4.1267  0.001  -0.001  0.0007
Si  9.5389  1.4372  4.0572  0.0002  0.0008  0.0009
Si  6.7983  9.5352  4.0572  0.0012  -0.0003  -0.0001
Si  9.4312  6.7483  4.1197  0.0002  -0.0001  0.0005
Si  -0.0299  0.0235  5.4419  0.0006  0  0.0003
Si  2.6752  2.7391  5.4527  0.0007  -0.0004  0.0001
Si  -0.0315  5.4065  5.4249  -0.0006  -0.0011  0.0006
Si  2.7272  8.1898  5.4806  0.0006  -0.0007  -0.0003
Si  5.4269  -0.0183  5.4412  0.0011  0.0002  0
Si  8.1868  2.7544  5.4543  0.0007  0.0004  -0.0004
Si  5.4399  5.452  5.4972  0.0006  -0.0006  0.0001
Si  8.136  8.1694  5.4564  -0.0002  -0.0013  0.0001
Si  1.3461  1.3528  6.817  -0.0005  0  -0.0005
Si  4.0538  4.0876  6.8225  0.0006  -0.0004  -0.0001
Si  1.3408  6.7867  6.7744  0.0012  -0.0008  -0.0004
Si  4.0991  9.5218  6.8308  0.0008  -0.0004  0.0001
Si  6.808  1.3602  6.7728  0.0001  -0.0012  -0.0003
Si  9.5462  4.0715  6.8335  0.0005  -0.0007  0.0003
Si  6.8194  6.8011  6.8445  0.0001  -0.0009  0
Si  9.5161  9.5278  6.8054  0.0004  -0.0004  -0.0001
Si  0.0021  2.7088  8.1881  0.0006  -0.0012  0.0003
Si  2.7271  -0.004  8.1652  0.0014  -0.001  0
Si  0.009  8.1459  8.1501  -0.0001  -0.0007  -0.0004
Si  2.7094  5.4616  8.1709  0.0003  -0.0007  0.0003
Si  5.4542  2.7125  8.1525  0.0006  -0.001  0.0003
Si  8.139  -0.0091  8.1519  0.0002  -0.0001  0.0003
Si  5.4542  8.1637  8.175  0.0002  -0.0006  0.0001
Si  8.1994  5.4285  8.1898  -0.0004  -0.0002  -0.0003
Si  1.3941  4.0592  9.5258  0.0003  0  0.0005
Si  4.1196  1.328  9.5188  0.0005  -0.0002  0.0003
Si  1.4032  9.4772  9.508  -0.0004  0.0001  -0.0001
Si  4.1004  6.8181  9.5204  0.0007  -0.0006  -0.0002
Si  6.8184  4.0701  9.5317  0.0007  -0.0009  0.0003
Si  9.4936  1.3478  9.5046  -0.0006  -0.0004  0.0001
Si  6.7987  9.5157  9.5355  0.0001  -0.001  0.0005
Si  9.5655  6.7829  9.5431  0.0002  -0.0005  0.0003
Si  -0.0152  -0.0521  10.7742  0.0011  0  -0.0003
Si  2.8064  2.7181  10.8639  -0.0001  -0.0002  0.0007
Si  0.0648  5.4191  10.8976  -0.0001  0  0.0002
Si  2.815  8.1864  10.9261  0.0014  -0.0004  -0.0003
Si  5.4272  -0.0519  10.9318  -0.0006  0.0007  -0.0005
Si  8.1302  2.6703  10.9117  -0.0006  -0.0001  -0.0003
Si  5.4725  5.4738  10.8686  -0.0001  0.0003  0
Si  8.1481  8.1275  10.8625  -0.0004  0.0001  -0.0002
Si  1.4059  1.263  12.0588  0.0002  -0.0011  -0.0001
Si  4.1779  4.1081  12.2383  0.0006  -0.0008  0.0011
Si  1.5125  6.7636  12.2248  0.0011  -0.0012  -0.0005
Si  4.1477  9.5057  12.424  0.0006  0.0003  -0.0001
Si  6.7271  1.3146  12.3008  0.0012  0.0005  0.0002
Si  9.5374  4.0489  12.1958  0.0012  -0.001  0.0003
Si  6.7852  6.833  12.2938  0.0004  0  -0.0005
Si  9.5069  9.5065  12.1432  -0.0004  0  0.0009
Si  0.1116  2.6319  13.3839  -0.0013  0  -0.0015
Si  2.6744  0.0491  13.6334  0.0002  0.0004  -0.0002
Si  0.0674  8.1533  13.3701  -0.0018  -0.0022  0.0013
Si  2.8743  5.4272  13.681  -0.0016  0.0007  -0.0008
Si  5.4389  2.7443  13.713  0.0011  -0.0009  -0.0002
Si  8.1324  -0.0893  13.5574  -0.0005  0.0001  -0.0001
Si  4.3798  6.5425  15.2297  0.0019  -0.0004  -0.0003
Si  8.1678  5.4139  13.5388  -0.0018  0.0007  -0.0001
Si  1.6323  3.7594  14.7695  0.0019  -0.0007  0.0027
Si  3.4268  1.9668  14.8251  -0.0001  -0.0005  0.0013
Si  1.2507  9.5081  14.8739  0.0036  -0.0039  0.0053
Si  5.5413  8.1386  13.8815  0.0017  0.0001  0.0002
Si  7.0774  3.9416  15.0383  -0.0013  0.0014  -0.0011
Si  9.6432  1.2488  14.7032  0.0002  -0.0024  -0.0013
Si  6.4698  11.2744  17.7247  0.0017  0.0011  -0.0013
Si  9.1215  8.3039  16.2112  0.0004  -0.0006  -0.0017
Si  0.3809  1.3836  20.7435  0.0002  -0.0002  -0.0009
Si  4.4805  2.4568  17.5023  0  -0.0006  -0.0026
Si  -1.861  3.0356  16.0631  -0.0003  0.0013  0.001
Si  3.0633  7.7268  16.7234  -0.007  0.0032  -0.0013
Si  7.1179  -1.4866  15.2391  -0.003  0.0029  0.0043
Si  12.436  5.9923  18.9717  -0.0032  0.0013  -0.002
Si  5.7411  5.0437  16.5815  0.0003  -0.0002  0.0009
Si  9.7689  6.6336  14.6915  -0.0019  0.0008  -0.0011
Si  5.1257  -10.655  28.5703  -0.0012  0.0003  -0.0004
Si  -4.2458  -4.0463  29.7181  0  -0.0018  -0.0015
Si  21.2828  32.1673  16.0812  -0.001  0.0007  0
Si  -18.955  -5.6229  21.6245  -0.0004  -0.0013  -0.0003
Si  -2.8614  -9.1656  25.5662  0.0012  0.0009  0.0017
Si  9.3644  11.9528  18.3592  -0.0029  -0.0002  -0.0012
Si  -8.2079  10.277  21.0488  -0.0008  -0.0004  0.0007
Si  7.3471  18.5635  24.4346  0.0002  -0.0023  0.0016
Si  -32.8956  37.4926  15.994  0.002  -0.0011  0.0016
Si  1.0449  8.8662  26.2172  -0.0006  0.0008  0.003
Si  -6.3941  31.1067  18.7577  0.0018  0.0031  -0.0002
Si  -14.865  14.0726  21.5575  -0.0015  0.0027  0.001
Si  -0.8611  6.3571  25.5029  -0.0001  0.0005  -0.001
Si  7.4882  5.345  19.294  -0.0007  0.001  -0.0028
Si  -19.1989  14.1974  19.603  0.0016  -0.0002  -0.0013
Si  -34.3084  12.4841  22.8167  -0.0014  -0.0014  0.001
Si  2.454  30.3237  23.6582  0.0002  0.0001  0.0005
Si  -15.2654  18.903  20.4277  -0.0004  0.0001  -0.0013
Si  -33.3496  6.0661  18.0551  0.0008  0.0004  0.0006
Si  -5.7269  33.5852  22.1855  -0.0021  0.002  -0.0002
Si  -3.9102  9.8255  26.5074  0.0009  -0.0016  0.004
Si  7.536  31.6678  22.2885  -0.002  0.0014  -0.0005
Si  -18.7285  13.4728  28.4556  0.0011  0.0006  -0.0014
Si  26.7042  -3.7011  22.954  0.0008  -0.0002  0.0012
O  -16.9918  1.7647  -4.9598  0.0016  0.0026  -0.0005
O  -15.6074  25.6471  -5.6307  0.0003  0.0005  -0.0005
O  -5.5648  -11.0674  -9.764  -0.0028  -0.0032  0.003
O  -2.3571  17.6598  -3.4191  -0.0001  0.0019  -0.0015
O  18.382  20.148  -7.6934  -0.0022  -0.0009  -0.0002
O  -6.3676  5.4554  -1.353  0.0002  -0.0014  0.0003
O  -4.8032  21.4366  -5.8521  -0.0004  0.0008  -0.001
O  1.2949  21.8425  -7.8905  -0.0003  0.0003  0.0015
O  4.5055  3.9246  -3.4878  -0.0006  0.0004  -0.0003
O  -29.3625  -1.475  -8.6409  -0.0008  0.0009  0.0018
O  -7.1038  33.1442  -6.9862  -0.0025  -0.001  -0.0012
O  -6.8649  8.1837  -4.6152  0  0.0002  -0.0013
O  -1.4538  7.0914  -0.1399  -0.0014  -0.0028  0.0073
O  9.5009  -3.3536  -10.8064  0.0002  -0.0016  0.0024
O  -0.1049  16.4087  -4.1313  0.0003  0.0006  0.0004
O  5.6408  10.3743  -1.2597  0.0029  -0.0018  -0.0015
O  2.4325  17.8391  18.0033  0.0011  0.0004  -0.0001
O  2.222  -2.5914  27.1953  0.0001  -0.0013  -0.0013
O  -17.7274  -4.9144  22.3815  -0.0007  -0.0005  -0.0002
O  -19.4825  9.3418  22.2848  0.0006  0.0021  -0.0015
O  -23.6068  27.0122  18.8906  -0.0014  -0.0002  0.0012
O  6.034  -9.0251  21.1813  -0.0004  0.0005  0.0004
O  -8.4829  5.3861  25.3605  -0.0011  0.0004  -0.0019
O  6.4371  21.3678  16.3098  0.0008  -0.0016  -0.0009
O  -13.3912  2.7385  22.0553  -0.0008  0  -0.0004
O  8.6637  -10.7557  22.4347  -0.0013  0.0008  -0.0007
O  12.8783  15.3407  18.609  0.001  -0.0022  0.0014
O  23.6447  -24.347  15.8254  0.0044  -0.0016  -0.0007
O  6.0229  12.8312  17.5692  -0.001  -0.0012  0.0014
O  22.6097  27.661  28.764  -0.0054  0.0007  -0.0023
O  -9.6006  13.4914  20.2347  -0.0003  -0.0012  0.0004
O  4.5523  4.0179  17.0801  0.0015  0.0009  0
O  6.5677  -16.3038  17.9474  0.001  0.0001  0.003
O  1.6652  -14.6169  23.5214  0.0009  0.001  0
O  -12.595  1.8372  24.4262  0.0004  0.0003  -0.0017
O  -11.7324  5.2898  26.7308  -0.0015  0.0051  0.0043
O  -28.5704  1.3883  28.0445  0.0003  0.0013  0.0005
O  -26.0469  30.377  25.5352  0.0015  0.0007  0.0009
O  16.363  18.8501  21.6596  -0.0007  0.0005  -0.0011
O  -14.74  14.9924  20.236  -0.0019  0.003  0.0011
O  6.6574  4.0776  27.9343  -0.0001  0.0005  0.0008
O  7.3416  -15.1104  20.2137  -0.0005  0.0016  -0.0007
O  12.677  9.3827  24.8723  0.001  -0.0013  -0.001
O  7.9778  20.1071  27.6115  -0.0022  -0.0018  0
O  -7.4687  25.7883  20.7963  -0.0024  -0.0003  0.0005
O  -21.8967  12.5258  22.2659  -0.0011  -0.0004  -0.0014
O  17.0847  6.7021  23.8325  0.0002  0.0002  0.0007
O  12.7325  15.5883  22.7924  0.0005  0.0004  -0.0009
O  -22.7382  1.2816  19.8452  0.0001  0  0.0016
O  -8.8753  27.9781  20.5427  0.0005  -0.0004  0.0016
O  -11.2857  -10.7194  17.5965  0.0005  0.0002  0.0001
O  -24.72  0.2759  18.3698  -0.0003  0.0009  -0.001
O  -25.9304  67.883  25.087  -0.0019  -0.0001  -0.0017
O  3.8975  30.7712  17.3055  -0.0012  -0.0019  -0.0018
O  -1.814  -8.3968  17.6331  0.0003  -0.0003  0.0006
O  2.8135  36.0828  27.0545  0.0006  0.001  -0.0012
O  5.6022  8.2042  19.1072  -0.0004  0.0008  0.0001
O  -7.1703  12.4482  16.3925  0.0003  0.0001  0.0013
O  0.2961  10.088  27.0137  0.0012  0  -0.001
O  7.9102  8.6709  23.2895  -0.0007  0.0025  -0.0007
O  -0.0258  7.7068  25.8528  0.0018  0.0013  -0.0006
O  -14.0851  11.0309  25.7084  0.0005  0.0002  -0.0004
O  -24.2188  24.0902  27.0253  -0.001  -0.0001  -0.0016
O  -18.1865  2.3185  18.8408  -0.0014  0.0008  0.0019

Results
free energy: -118372.839 eV
free energy less fixed offsets of O -570.45, Si -639.56 eV per atom: -0.359 eV

The program warned: the cutoff lies below the one the program advises for these potential files; the forces do not sum to zero within the program's tolerance; empty levels may hold ghost states of the PAW files; the exchange-correlation potential is rough where the density is thin.
